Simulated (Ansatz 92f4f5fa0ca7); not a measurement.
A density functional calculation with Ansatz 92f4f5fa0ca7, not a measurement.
Periodic cell of 236 atoms, Si145O89P2, from a study of silicon, its oxide and their interface. The atomic structure is a simulated model.
Doubt: the cutoff is far below the 930 eV that the study's wrapper takes by default for these files, so forces and energies are approximate.
This geometry differs little from another in the collection (a relaxation step or a small displacement).

Settings: functional PBE; potential files Ansatz PAW; basis plane waves; wave-function cutoff 580 eV; density cutoff ratio 5; exchange-correlation grid ratio 1; k mesh 1 x 1 x 1, Gamma-centred; self-consistency stop 5e-08 eV per atom in the density residual; occupations fixed; spin none; net charge 0.

Cell vectors (angstrom)
a  11.6015  0  0
b  0  10.938  0
c  0  0  32.0622

Atoms: element, x, y, z (angstrom)
Si  -0.1851  -0.063  23.2725
Si  3.6826  0.2013  23.0919
Si  7.5679  -0.142  23.4469
Si  1.7005  1.3752  23.4061
Si  5.7487  1.3965  23.1938
Si  9.4546  1.2283  23.3712
Si  0.166  5.3115  23.4644
Si  4.1318  5.2947  23.3991
Si  8.0409  5.606  23.5412
Si  2.166  6.5773  23.3646
Si  5.9766  6.7664  23.4815
Si  10.0177  6.8673  23.5932
Si  1.913  2.6618  25.3762
Si  5.8399  2.6509  25.2572
Si  9.6377  2.6861  25.2688
Si  11.6066  4.0022  25.3885
Si  3.902  3.9696  25.3246
Si  7.7499  4.0909  25.3412
Si  1.9805  8.1488  25.1873
Si  5.7811  8.1684  25.3633
Si  9.718  8.2637  25.4252
Si  11.6471  9.5607  25.2597
Si  3.8721  9.5876  25.0684
Si  7.6975  9.5186  25.409
Si  11.655  -0.0128  27.2051
Si  3.9054  -0.0573  27.1224
Si  7.763  -0.0169  27.2852
Si  1.9902  1.31  27.2743
Si  5.832  1.3201  27.2094
Si  9.7006  1.3296  27.2115
Si  11.5978  5.4683  27.238
Si  3.8504  5.42  27.2167
Si  7.7164  5.4604  27.2633
Si  1.942  6.8251  27.1768
Si  5.7632  6.7973  27.2718
Si  9.6599  6.8137  27.2777
Si  1.9472  2.7206  29.1716
Si  5.7962  2.7118  29.143
Si  9.6839  2.7236  29.1449
Si  0.0155  4.0959  29.1644
Si  3.8679  4.0863  29.1688
Si  7.7342  4.0779  29.1746
Si  1.9441  8.1844  29.1349
Si  5.7931  8.1932  29.1755
Si  9.6772  8.2023  29.1837
Si  0.0133  9.5614  29.1484
Si  3.8725  9.5652  29.1238
Si  7.7368  9.5457  29.1917
Si  0  0  31.0965
Si  3.8672  0  31.0965
Si  7.7343  0  31.0965
Si  1.9336  1.3673  31.0965
Si  5.8008  1.3673  31.0965
Si  9.6679  1.3673  31.0965
Si  0  5.469  31.0965
Si  3.8672  5.469  31.0965
Si  7.7343  5.469  31.0965
Si  1.9336  6.8362  31.0965
Si  5.8008  6.8362  31.0965
Si  9.6679  6.8362  31.0965
Si  1.9336  2.7345  0.9679
Si  5.8008  2.7345  0.9679
Si  9.6679  2.7345  0.9679
Si  0  4.1018  0.9679
Si  3.8672  4.1018  0.9679
Si  7.7343  4.1018  0.9679
Si  1.9336  8.2035  0.9679
Si  5.8008  8.2035  0.9679
Si  9.6679  8.2035  0.9679
Si  0  9.5708  0.9679
Si  3.8672  9.5708  0.9679
Si  7.7343  9.5708  0.9679
Si  11.5992  0.0054  2.8991
Si  3.8521  0.0096  2.9238
Si  7.7382  0.0071  2.894
Si  1.9264  1.3709  2.8834
Si  5.8082  1.3521  2.8682
Si  9.6551  1.3735  2.9141
Si  11.5613  5.4998  2.8678
Si  3.8524  5.4647  2.9222
Si  7.6934  5.5092  2.9054
Si  1.917  6.8201  2.8821
Si  5.7625  6.8778  2.9265
Si  9.6284  6.8611  2.9247
Si  1.8617  2.7349  4.7987
Si  5.8251  2.7347  4.7653
Si  9.5733  2.7996  4.8172
Si  11.5349  4.1102  4.7572
Si  3.8735  4.0419  4.8382
Si  7.7064  4.221  4.8857
Si  1.9312  8.1503  4.8237
Si  5.7504  8.3125  4.8365
Si  9.6282  8.2465  4.8662
Si  11.593  9.5423  4.8088
Si  3.7747  9.6303  4.9082
Si  7.7163  9.646  4.8668
Si  11.5089  0.1541  6.587
Si  3.5512  0.235  6.7602
Si  7.6604  0.0224  6.8688
P  1.7171  1.5752  6.7391
Si  5.6929  1.3388  6.668
Si  9.599  1.5043  6.7973
Si  11.5931  5.4847  6.6653
Si  4.0465  5.3638  6.8036
Si  7.7859  5.6784  6.8449
Si  2.0458  6.6195  6.6684
Si  5.8388  6.962  6.757
Si  9.8045  7.0243  6.899
O  10.0408  8.006  8.2568
O  7.6394  9.9005  8.1795
O  7.4826  4.7649  8.2069
O  3.2153  10.4836  8.2391
O  2.0857  7.5596  8.0238
O  4.2117  4.4714  8.2518
O  9.8507  2.4279  8.1767
O  11.5209  4.5227  8.0101
O  5.7483  2.4492  7.9475
O  5.7996  7.9299  8.1251
O  11.3979  10.3187  8.0481
O  11.2734  10.0867  21.7956
O  3.254  10.726  21.5056
O  5.792  7.7656  22.1581
O  4.2363  4.4451  21.9512
O  7.7059  9.6739  22.192
O  10.3431  7.6592  22.1699
O  1.6346  2.4059  22.1042
O  5.9665  2.436  21.8916
O  8.4429  4.7029  22.2028
O  -0.0699  4.4436  22.0454
O  2.3474  7.3486  21.9122
O  9.1449  1.8944  21.8794
Si  1.9405  7.8312  9.597
Si  5.0857  0.5872  17.6681
Si  2.5531  5.4154  13.9928
Si  10.5415  3.9495  14.0041
Si  8.3298  2.3919  15.2743
Si  9.5659  2.2412  20.3509
Si  10.6254  3.6175  9.0104
Si  0.0798  2.3625  11.5588
Si  11.1004  8.1823  15.4125
Si  5.2258  6.9307  14.0234
Si  5.9925  2.6809  11.1756
Si  8.5942  7.6601  19.3819
Si  8.1222  4.8363  20.6164
Si  5.9938  9.5974  15.185
Si  2.1273  7.6401  20.3311
Si  1.9323  4.8966  18.7744
Si  4.5073  3.4303  18.035
Si  8.5593  8.9391  16.8212
Si  0.9068  9.5131  13.2892
Si  9.9864  10.6787  11.6857
Si  5.3605  3.6945  21.0227
Si  0.6306  5.5266  16.2312
Si  10.8308  9.1996  9.0791
Si  6.589  8.8887  21.2896
Si  7.1815  7.1856  11.5047
Si  2.7418  0.7883  12.2497
Si  10.904  8.6812  21.0364
Si  6.0678  4.3304  15.6849
Si  7.1778  0.4744  12.9858
P  4.2865  2.8528  8.5813
Si  0.9331  6.7775  11.9
Si  6.5263  9.0648  9.0562
Si  0.6772  3.2947  21.1436
Si  9.8336  6.6131  12.8975
Si  7.8958  4.6033  9.7712
Si  4.0197  10.0687  20.2065
Si  4.3585  3.0557  13.5345
Si  3.8167  10.1102  9.7127
Si  8.1069  0.7918  18.0306
O  11.4699  3.359  12.8168
O  9.5217  4.5317  9.8105
O  8.8147  3.5925  19.8522
O  4.1029  -0.089  18.7835
O  11.3139  4.6033  15.2721
O  9.9084  9.8763  10.2535
O  3.8745  1.5491  13.1481
O  0.7005  9.1311  14.8611
O  6.5214  1.0233  18.3427
O  4.7514  3.1382  19.6259
O  6.391  1.1962  11.7387
O  0.5669  8.6744  9.8414
O  5.6743  4.3093  17.2776
O  8.5196  7.3837  12.3884
O  4.6951  2.7977  10.1478
O  2.1235  5.5663  15.555
O  3.4224  0.1755  10.9112
O  5.9636  7.1725  12.5838
O  2.302  6.3672  19.3485
O  0.6707  4.9284  17.7426
O  8.5137  10.6888  12.3879
O  5.4301  10.1566  9.5571
O  0.6179  8.218  20.1968
O  9.7793  2.6646  14.6248
O  2.0932  10.6091  13.2288
O  10.0275  9.1266  16.1647
O  6.2105  10.3293  13.7349
O  7.5033  1.5553  14.1573
O  1.6426  3.9433  20.0361
O  5.9468  5.7988  14.9755
O  7.4285  8.9707  15.6616
O  1.5612  1.7485  11.7192
O  7.1135  8.3914  10.4127
O  4.3346  1.9835  17.2857
O  7.3156  3.2336  10.4273
O  11.6719  7.0452  16.415
O  8.2928  10.1453  17.8438
O  3.2669  8.627  10.0988
O  7.6078  3.8249  15.5547
O  3.1577  4.3018  17.9081
O  2.9931  3.9141  13.591
O  1.4204  8.2261  12.4534
O  1.2666  5.704  13.0566
O  5.0471  8.3102  14.8791
O  11.1869  2.3911  20.3351
O  11.0758  10.0047  12.6883
O  5.465  3.5807  12.4367
O  5.0922  3.2256  14.9697
O  6.4913  4.7863  20.5435
O  8.522  1.5777  16.667
O  10.4666  1.2789  11.4659
O  10.9248  6.6756  11.6792
O  3.2797  8.6743  19.8489
O  1.7556  6.4855  10.5152
O  7.1801  8.19  19.965
O  8.5187  7.5888  17.7482
O  3.7301  6.4551  13.6386
O  9.5357  5.0686  13.345
O  5.5459  9.9928  20.7537
O  10.3806  7.4329  14.173
O  8.7878  6.1515  19.9464
O  7.2727  5.8011  10.6645
O  5.3394  10.568  16.3466
O  9.0787  1.1277  19.283
O  11.6868  3.1066  10.1182
O  9.7542  8.6978  19.8814

Results
free energy: -144302.403 eV
free energy less fixed offsets of O -568.88, P -755.39, Si -635.61 eV per atom: 2.147 eV

Forces (eV/angstrom), in the order of the atoms: element, x, y, z
Si  0.0017  0.0007  -0.0002
Si  0.0028  -0.0014  -0.0023
Si  0.0008  0  0.0006
Si  -0.0004  0.0006  0.0005
Si  0.0008  0.0001  0.001
Si  0.0003  0  -0.0019
Si  -0.0006  0.0009  0.0003
Si  0.0019  0.0006  -0.0015
Si  0.0002  0.0017  0.0009
Si  0.0008  0.0005  -0.0003
Si  0.0006  -0.0007  -0.0008
Si  0.0022  -0.0026  -0.0003
Si  0.0004  -0.0008  0.0008
Si  -0.0004  0.0004  -0.0002
Si  0.0008  -0.0006  -0.001
Si  0  -0.0001  -0.0005
Si  0.0003  -0.0001  -0.0005
Si  -0.0003  0.0008  0.0009
Si  0.0005  -0.0009  0.0001
Si  0.0006  0.0005  -0.0005
Si  -0.0009  0.0001  -0.0001
Si  0  0.0005  0.0001
Si  -0.0007  0.0005  -0.0011
Si  -0.0001  0.0009  0.0001
Si  -0.0004  0.0009  -0.0005
Si  0.0009  0.0009  -0.001
Si  0.0008  0.0001  0.0009
Si  0.0008  0.0005  0.0009
Si  0.0001  -0.0008  -0.0003
Si  0.0007  -0.0003  -0.0009
Si  0.0007  -0.0001  -0.0002
Si  0.0007  0  0.0001
Si  0.0007  -0.0006  0.0005
Si  0.0003  0.0003  0.0002
Si  0.0002  0.0008  0.0007
Si  0.0002  0.0007  0.0008
Si  -0.0013  -0.0015  0.0006
Si  0.0007  0.0003  0.0015
Si  -0.0002  0.0004  0.0015
Si  0.0022  0.0003  -0.0003
Si  0.0014  0.0002  -0.0005
Si  0.0008  -0.0001  -0.0013
Si  0.0008  -0.0008  0.0002
Si  0.0021  -0.0006  -0.0016
Si  0.0014  -0.0002  -0.0022
Si  0.0009  0.0007  0.0017
Si  -0.0009  0.0016  0.003
Si  -0.0006  -0.0002  -0.0009
Si  0.0364  -0.0235  -0.098
Si  -0.0233  0.0304  -0.2131
Si  -0.0399  0.0362  0.1035
Si  -0.012  -0.0529  0.0703
Si  -0.0194  -0.0433  -0.0775
Si  0.0099  -0.0636  -0.0825
Si  0.0135  -0.0328  0.0023
Si  0.0203  0.0393  0.009
Si  -0.0025  -0.0195  0.0219
Si  0.0135  -0.0208  -0.1317
Si  -0.0288  -0.1015  0.1129
Si  0.0409  -0.1298  0.1271
Si  -0.007  0.0745  -0.0695
Si  -0.007  0.0394  -0.1817
Si  0.0233  0.0452  0.0677
Si  -0.0581  0.0248  -0.1191
Si  0.0246  -0.0026  0.1004
Si  -0.0674  0.0778  0.1705
Si  0.0217  0.0376  -0.0464
Si  -0.0782  0.0408  0.0252
Si  -0.0464  0.0552  0.1018
Si  -0.0517  0.0093  -0.0337
Si  0.014  -0.0157  0.0993
Si  0.0463  -0.0267  0.0308
Si  -0.0023  -0.0021  -0.0035
Si  0.0045  -0.0032  -0.0063
Si  -0.0021  -0.004  -0.002
Si  -0.0026  0.0055  0.0018
Si  0.0045  -0.0019  -0.0006
Si  0.002  -0.0011  -0.0009
Si  -0.0002  0.0002  0.0016
Si  0.0035  -0.0015  -0.0027
Si  0.0026  0.0007  -0.0007
Si  0.0045  -0.0021  -0.0018
Si  0.0046  -0.0012  -0.0027
Si  -0.0019  0.0022  0.0014
Si  -0.0081  -0.0047  0.0012
Si  0.0003  0.0006  -0.0027
Si  0.0002  0.0025  0.0009
Si  0.0031  -0.0015  0.0004
Si  -0.0054  -0.0034  -0.0054
Si  -0.0007  0.0028  -0.001
Si  -0.001  -0.0028  0.0004
Si  0.0012  -0.0033  -0.0027
Si  -0.0011  0.0006  -0.0015
Si  -0.0037  0.0043  0.0065
Si  0.0023  -0.0004  0.0025
Si  -0.0035  -0.0027  0.0009
Si  0.0145  -0.0038  -0.004
Si  -0.0027  0.0048  -0.0059
Si  0.0076  0.0018  0.0026
P  0.0031  -0.0059  -0.0051
Si  0.006  -0.0007  -0.0056
Si  -0.0005  0.0059  0.0034
Si  0.0038  0.0042  -0.0061
Si  0.0079  -0.0033  0.0152
Si  0.0006  0.0025  0.002
Si  -0.009  0.0028  0.0059
Si  -0.0011  -0.0021  -0.0057
Si  -0.0014  0.0021  -0.0016
O  -0.0002  -0.0017  -0.0008
O  0.0023  0.0006  -0.0007
O  0.0003  0.0027  0.0013
O  -0.0006  0.0048  0.0012
O  0.0032  -0.0044  -0.0032
O  -0.0039  0.0088  -0.0048
O  -0.0018  -0.0032  -0.0026
O  -0.0007  -0.0013  0.0007
O  0.0192  -0.0045  0.0023
O  -0.0035  0  0.0024
O  -0.004  0.0059  -0.0035
O  0.0004  -0.0004  -0.0004
O  0.0012  0.0005  0.0002
O  -0.0001  0.0001  0.0011
O  0.0007  -0.0001  0.0003
O  0.0011  0.0003  0
O  0.0016  0.0004  0
O  0.0012  -0.0013  -0.0002
O  0.0008  -0.0001  -0.0003
O  0.001  0.0004  0.0007
O  0.0013  -0.0011  -0.0009
O  0.0008  0.0006  -0.0006
O  0.0014  -0.0023  -0.0003
Si  0.0034  0.0011  0.0022
Si  0.001  -0.0003  0.0002
Si  0.0016  -0.0004  -0.0002
Si  0.0018  0.0004  -0.0009
Si  -0.0013  -0.0016  0.0015
Si  0.0018  -0.0006  -0.0017
Si  0.0036  0.0016  0.0048
Si  0.0045  -0.0008  -0.0002
Si  0.0007  0.0005  0
Si  -0.0011  -0.0001  0.0008
Si  -0.0112  0.007  0.0071
Si  0.0001  0.0011  -0.0011
Si  0.0012  -0.001  -0.001
Si  0.001  0.0005  -0.0004
Si  0.0024  0.0001  0.001
Si  0.0001  -0.0002  0.0011
Si  0.0006  -0.0014  -0.0003
Si  0.0011  0.0029  -0.0016
Si  0.0031  0.0006  -0.003
Si  0.0014  0.0003  -0.0009
Si  0.0006  -0.0002  -0.0004
Si  0.0011  0.0001  0.0004
Si  0.0024  -0.0029  0.0041
Si  -0.001  0.0015  -0.0008
Si  0.0003  0.003  -0.0013
Si  0.0016  0.0016  -0.005
Si  0  0.0008  0
Si  0.0005  -0.0024  -0.0001
Si  0.0004  -0.0008  0.0007
P  -0.0145  0.0032  0.0102
Si  0.0018  0.0028  -0.0018
Si  0.0001  0.0048  0.0026
Si  -0.0002  0.0006  0
Si  0.0031  -0.0002  -0.0007
Si  0.0012  -0.0011  0.0099
Si  0.0006  0.002  0.0002
Si  0.0068  0.0027  -0.0074
Si  -0.004  -0.0024  0.0026
Si  -0.0007  -0.0046  -0.0008
O  0.0006  0.0004  0.0006
O  -0.004  0  0
O  -0.0004  -0.0006  0
O  0.0013  0.0003  -0.0006
O  0.0027  0.0008  0
O  0.0008  0.0011  0.0005
O  0.0032  0.0032  0.0029
O  0.0005  -0.0003  0.0016
O  0.004  0.0001  -0.0025
O  0.0017  0.0008  0.0008
O  0.0005  -0.0004  -0.0019
O  -0.0047  0.0005  0.0013
O  0.0017  0.0008  -0.0013
O  -0.0006  -0.0004  -0.0015
O  0.0105  -0.0087  -0.0017
O  0.0008  0.0014  0.0009
O  -0.0001  -0.0002  0.0035
O  0.0015  -0.0001  0.0007
O  0.0009  -0.0008  0
O  0.0021  0.0006  0.0005
O  0.0014  -0.0009  0
O  0.0083  -0.0007  -0.0023
O  -0.0002  0  0
O  0.0012  0.0001  0.0017
O  -0.0007  0.0003  -0.0018
O  -0.002  -0.0015  0.0008
O  0.0019  0.0015  -0.0004
O  0.0027  0.0032  0.0025
O  0.0008  0.0009  -0.0009
O  0.0016  0.0002  -0.001
O  0.0047  0.0002  0.0033
O  0.0018  -0.0008  0.0016
O  0.0047  -0.0057  0.004
O  0.0023  0.0001  0.0009
O  0.003  0.0049  -0.0093
O  0.0009  0.0003  -0.0008
O  -0.0003  0.0056  -0.0011
O  0.0005  0  0
O  0.0017  -0.0035  0.0003
O  0.0011  0.0007  0.0004
O  0.0028  -0.0006  0.0013
O  -0.0011  0.0007  0.0032
O  0.0004  0.0006  0.003
O  0.0011  -0.0008  -0.0002
O  0.0018  0.001  0.0002
O  0.0011  -0.0006  0.0007
O  -0.0072  -0.0085  0.0067
O  0.0032  0.002  -0.0044
O  0.0013  0.0011  0.0004
O  -0.0017  -0.0013  -0.0006
O  0.0005  -0.0003  0.0017
O  -0.0001  -0.0005  0.0003
O  0.0005  -0.0003  -0.0002
O  0.0008  -0.0009  -0.0016
O  0.0018  -0.0014  0.0002
O  0.0013  0.0002  0.0004
O  0.0026  0.0003  0.0005
O  -0.0001  -0.0002  0.0006
O  0.0033  -0.001  0.0002
O  0.0007  0.0001  0.0021
O  0.0014  -0.0008  -0.0002
O  0.0027  -0.0025  -0.0036
O  0.0002  0.0009  0.0009
O  0.0022  0.0016  -0.0013
O  -0.0002  0.0001  -0.0048
O  0.0012  -0.0003  -0.0005

The program warned: the cutoff lies below the one the program advises for these potential files; the forces do not sum to zero within the program's tolerance; the exchange-correlation potential is rough where the density is thin.
